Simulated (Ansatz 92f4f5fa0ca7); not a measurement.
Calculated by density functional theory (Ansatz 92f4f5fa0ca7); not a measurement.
Periodic cell of 237 atoms, Si145O90As2, from a study of silicon, its oxide and their interface. The atomic structure is a simulated model.
Doubt: the cutoff is far below the 930 eV that the study's wrapper takes by default for these files, so forces and energies are approximate.

Settings: functional PBE; potential files Ansatz PAW; basis plane waves; wave-function cutoff 580 eV; density cutoff ratio 5; exchange-correlation grid ratio 1; k mesh 1 x 1 x 1, Gamma-centred; self-consistency stop 5e-08 eV per atom in the density residual; occupations fixed; spin none; net charge 0.

Cell vectors (angstrom)
a  11.6015  0  0
b  0  10.938  0
c  0  0  32.0622

Atoms: element, x, y, z (angstrom)
Si  -0.2322  -0.0645  23.2836
Si  3.6547  0.1821  23.1181
Si  7.5252  -0.1313  23.461
Si  1.6661  1.3572  23.4084
Si  5.7076  1.4061  23.1952
Si  9.4152  1.2327  23.3784
Si  0.1079  5.2858  23.4831
Si  4.0829  5.3022  23.404
Si  7.9848  5.6266  23.52
Si  2.1022  6.5601  23.342
Si  5.9121  6.7884  23.5028
Si  9.9778  6.8644  23.579
Si  1.8818  2.6566  25.3753
Si  5.8106  2.6658  25.2542
Si  9.5978  2.7001  25.269
Si  11.5752  3.9963  25.4129
Si  3.8662  3.9731  25.3272
Si  7.7144  4.1162  25.3375
Si  1.9498  8.1378  25.1737
Si  5.7582  8.1695  25.3954
Si  9.6887  8.2575  25.4196
Si  11.6194  9.5516  25.2614
Si  3.8454  9.5769  25.0819
Si  7.6724  9.5215  25.4185
Si  11.6295  -0.0123  27.2027
Si  3.8832  -0.0572  27.1224
Si  7.7407  -0.0128  27.2913
Si  1.9672  1.3075  27.2753
Si  5.8095  1.3241  27.2027
Si  9.675  1.3345  27.2086
Si  11.5782  5.4712  27.2504
Si  3.828  5.4201  27.2205
Si  7.6954  5.4636  27.2721
Si  1.922  6.8269  27.1749
Si  5.7418  6.7951  27.2919
Si  9.6389  6.8149  27.2794
Si  1.9361  2.721  29.1728
Si  5.7836  2.7098  29.1407
Si  9.6719  2.7235  29.1455
Si  0.0036  4.0939  29.1702
Si  3.8564  4.0859  29.1699
Si  7.7218  4.0753  29.1767
Si  1.9339  8.1884  29.1331
Si  5.7766  8.1972  29.1842
Si  9.6635  8.2046  29.1849
Si  -0.0001  9.5619  29.1486
Si  3.8606  9.5738  29.1232
Si  7.7219  9.5452  29.1947
Si  0  0  31.0965
Si  3.8672  0  31.0965
Si  7.7343  0  31.0965
Si  1.9336  1.3673  31.0965
Si  5.8008  1.3673  31.0965
Si  9.6679  1.3673  31.0965
Si  0  5.469  31.0965
Si  3.8672  5.469  31.0965
Si  7.7343  5.469  31.0965
Si  1.9336  6.8362  31.0965
Si  5.8008  6.8362  31.0965
Si  9.6679  6.8362  31.0965
Si  1.9336  2.7345  0.9679
Si  5.8008  2.7345  0.9679
Si  9.6679  2.7345  0.9679
Si  0  4.1018  0.9679
Si  3.8672  4.1018  0.9679
Si  7.7343  4.1018  0.9679
Si  1.9336  8.2035  0.9679
Si  5.8008  8.2035  0.9679
Si  9.6679  8.2035  0.9679
Si  0  9.5708  0.9679
Si  3.8672  9.5708  0.9679
Si  7.7343  9.5708  0.9679
Si  11.5992  0.0057  2.9219
Si  3.8315  0.0291  2.862
Si  7.7483  0.0025  2.908
Si  1.9105  1.3937  2.9159
Si  5.8121  1.3352  2.8363
Si  9.6593  1.3769  2.9217
Si  11.5833  5.453  2.9129
Si  3.8586  5.477  2.9077
Si  7.7545  5.5166  2.8863
Si  1.9083  6.8157  2.8873
Si  5.8063  6.8336  2.8907
Si  9.685  6.8773  2.9481
Si  1.9273  2.6611  4.9218
Si  5.8493  2.8675  4.6141
Si  9.6011  2.7822  4.8415
Si  11.5827  4.0649  4.8426
Si  3.8522  4.0747  4.8254
Si  7.7591  4.2484  4.8742
Si  1.9046  8.1462  4.834
Si  5.7909  8.2469  4.7763
Si  9.6716  8.2726  4.9146
Si  11.629  9.626  4.9001
Si  3.8232  9.5131  4.6889
Si  7.7306  9.6207  4.8809
Si  11.5851  0.1446  6.8353
As  3.8753  -0.3498  6.8439
Si  7.7537  0.0005  6.9032
Si  2.1211  1.2554  6.9063
As  5.7405  1.2376  6.3469
Si  9.6742  1.5277  6.8484
Si  11.4944  5.4775  6.7396
Si  3.9587  5.4079  6.7875
Si  7.6853  5.6622  6.8477
Si  1.9511  6.6245  6.6959
Si  5.7588  6.9801  6.7552
Si  9.6935  7.0002  6.9364
O  9.8319  7.9083  8.353
O  7.4103  10.0467  8.2632
O  7.3868  4.7011  8.1747
O  2.5347  10.6412  8.7555
O  2.0662  7.4807  8.0953
O  4.0653  4.5549  8.2315
O  9.7436  2.4597  8.227
O  2.6467  2.3719  8.0327
O  11.3565  4.5809  8.1292
O  5.4062  2.3287  7.7365
O  5.7459  7.9512  8.1072
O  11.026  10.2573  8.1474
O  11.1814  10.1092  21.7995
O  3.2381  10.6634  21.5465
O  5.655  7.8579  22.244
O  4.2066  4.4559  21.9609
O  7.6516  9.6819  22.2084
O  10.362  7.6454  22.1635
O  1.601  2.3651  22.0891
O  5.9098  2.4292  21.8781
O  8.3758  4.6789  22.2107
O  -0.1547  4.3687  22.1011
O  2.2452  7.2981  21.8719
O  9.1128  1.8579  21.8687
Si  1.8399  7.7637  9.6632
Si  4.9805  0.6154  17.697
Si  2.3647  5.4396  14.1051
Si  10.4222  3.8789  14.0178
Si  8.1761  2.3776  15.2864
Si  9.5248  2.2076  20.3369
Si  10.4705  3.6418  9.1166
Si  0.0036  2.285  11.601
Si  10.8533  8.0808  15.4915
Si  5.0863  6.9396  14.0535
Si  5.6657  2.6292  11.1477
Si  8.5293  7.6151  19.4218
Si  8.0838  4.8074  20.6159
Si  5.843  9.5994  15.2202
Si  2.0586  7.6513  20.2978
Si  1.8167  4.892  18.7863
Si  4.4066  3.4581  18.0387
Si  8.3812  8.9221  16.876
Si  0.6846  9.4776  13.428
Si  9.8279  10.6187  11.787
Si  5.3107  3.6983  21.0154
Si  0.418  5.4656  16.3051
Si  10.6396  9.0842  9.194
Si  6.5222  8.8905  21.3268
Si  6.9749  7.1996  11.4864
Si  2.5707  0.7254  12.4818
Si  10.8535  8.7007  21.0253
Si  5.9743  4.3821  15.7036
Si  6.981  0.5052  13.0106
Si  4.1039  2.9357  8.5289
Si  0.7789  6.8092  11.9712
Si  6.2836  9.1405  9.0984
Si  0.6212  3.2689  21.1612
Si  9.6459  6.5671  12.9298
Si  7.6729  4.5869  9.7796
Si  3.9804  10.0547  20.2118
Si  4.1273  3.0724  13.6151
Si  3.4936  10.0974  9.9281
Si  7.989  0.7799  18.0488
O  11.3914  3.2678  12.8737
O  9.299  4.4613  9.9246
O  8.7628  3.5567  19.8566
O  3.9922  -0.0454  18.8205
O  11.1754  4.5047  15.3141
O  9.7532  9.7227  10.4097
O  3.6467  1.5354  13.4076
O  0.5249  8.9328  14.9545
O  6.4141  1.0631  18.3767
O  4.6632  3.166  19.6286
O  6.1705  1.2009  11.7696
O  0.4247  8.562  9.8329
O  5.5567  4.3649  17.2923
O  8.3267  7.2941  12.3673
O  4.4086  2.5657  10.0891
O  1.9135  5.6387  15.6562
O  3.402  -0.0905  11.3753
O  5.7704  7.1653  12.585
O  2.1702  6.3961  19.2835
O  0.5157  4.8429  17.806
O  8.3311  10.7513  12.4115
O  5.101  10.1543  9.5283
O  0.5806  8.3119  20.169
O  9.6203  2.6019  14.6051
O  1.7538  10.6847  13.4924
O  9.8516  9.1147  16.2273
O  6.0629  10.3328  13.777
O  7.2869  1.6025  14.1743
O  1.5869  3.9945  20.1027
O  5.8927  5.8531  14.9946
O  7.2627  8.9484  15.7081
O  1.4995  1.6804  11.7152
O  6.8853  8.469  10.4602
O  4.2466  2.0116  17.2867
O  6.963  3.2673  10.401
O  11.3354  6.9265  16.5221
O  8.1006  10.1189  17.909
O  3.155  8.51  10.2337
O  7.5027  3.8271  15.6108
O  3.0343  4.293  17.9141
O  2.7523  3.9132  13.7471
O  1.2526  8.2878  12.479
O  1.0875  5.7669  13.1663
O  4.8862  8.3237  14.8991
O  11.1473  2.3713  20.3205
O  10.8146  9.9326  12.8841
O  5.0925  3.5505  12.3744
O  4.9843  3.3175  14.966
O  6.4526  4.7755  20.5272
O  8.3873  1.5229  16.6565
O  10.4223  1.1658  11.4842
O  10.7696  6.7121  11.7513
O  3.2626  8.647  19.8532
O  1.5963  6.4357  10.6054
O  7.1273  8.0637  20.0911
O  8.3598  7.5673  17.7968
O  3.5922  6.4129  13.7416
O  9.4297  4.9947  13.3321
O  5.5347  9.9904  20.6825
O  10.0776  7.3687  14.2629
O  8.7939  6.1036  19.951
O  7.046  5.8565  10.5672
O  5.2149  10.575  16.3916
O  9.0193  1.1071  19.2619
O  11.5417  3.097  10.1948
O  9.6819  8.678  19.8899

Results
free energy: -153071.077 eV
free energy less fixed offsets of As -4856.12, O -568.88, Si -635.61 eV per atom: 3.813 eV

Forces (eV/angstrom), in the order of the atoms: element, x, y, z
Si  -0.0004  -0.0032  -0.0049
Si  -0.0055  0.002  0.0002
Si  0.0004  0.0018  -0.0044
Si  0.0033  -0.001  -0.0029
Si  0.0019  -0.0008  -0.0047
Si  0.0021  0.0008  0.0018
Si  -0.0011  0.0015  -0.0172
Si  -0.0013  0.0024  -0.0016
Si  0.0034  -0.0019  -0.0028
Si  0.0032  0.0026  -0.0076
Si  0.001  0.0009  -0.0095
Si  0.006  0.0075  -0.0137
Si  0.0001  0.0007  -0.0028
Si  0.0022  -0.0006  -0.0019
Si  -0.001  -0.0006  0.0015
Si  0.0009  0.0005  0.0033
Si  -0.0006  0.0005  0.0004
Si  0.0013  -0.0007  0.0009
Si  -0.0039  0.0026  0.002
Si  -0.004  -0.0017  0.0001
Si  -0.0002  0.0006  0.0014
Si  -0.0019  0.0039  -0.0022
Si  0.0015  0.0013  -0.0004
Si  -0.0004  -0.0011  -0.0021
Si  0.0004  -0.0017  0.0006
Si  0.0006  -0.0006  -0.0034
Si  0.0013  -0.001  0.0006
Si  0.0007  0.0032  0.0006
Si  -0.0007  -0.0019  -0.0007
Si  0.0032  0.0001  -0.0011
Si  0.0005  0.0017  -0.0003
Si  0.0006  0.001  -0.0003
Si  0.0005  -0.0011  -0.0009
Si  -0.0001  -0.0017  -0.0016
Si  0.0023  -0.0009  -0.0003
Si  -0.0012  0.0011  0.0006
Si  -0.0035  -0.0015  -0.0019
Si  0.0009  0.0031  0.004
Si  -0.0024  0.0004  0.004
Si  0.0011  -0.0026  -0.0017
Si  0.0019  0.0019  -0.0009
Si  0.0013  0.0006  -0.004
Si  0.001  0  0.0023
Si  0.0023  0.001  -0.0059
Si  0.0018  -0.0006  -0.005
Si  0.0007  0.0028  0.0046
Si  -0.0026  0.0049  0.0086
Si  -0.002  0  -0.0027
Si  0.0374  0.0109  -0.0816
Si  -0.0398  -0.0401  -0.2561
Si  -0.032  0.0679  0.1194
Si  -0.0163  -0.0916  0.1037
Si  -0.0202  -0.0227  -0.1161
Si  0.0085  -0.0847  -0.0633
Si  -0.0007  0.0088  0.0588
Si  0.0222  0.0212  0.0017
Si  -0.018  -0.027  0.0169
Si  0.0056  -0.0118  -0.1453
Si  -0.0428  -0.077  0.134
Si  0.0277  -0.1465  0.1327
Si  -0.0507  0.0554  0.0571
Si  0.0025  0.0948  -0.3284
Si  0.0101  0.0042  0.0606
Si  -0.0577  0.0225  -0.0034
Si  -0.0207  -0.0023  0.0781
Si  0.0802  0.056  0.1196
Si  -0.0238  0.0173  0.0129
Si  -0.0306  0.0288  -0.0001
Si  0.0563  0.0519  0.1704
Si  -0.063  0.0391  0.0854
Si  -0.0132  -0.0349  -0.216
Si  0.0426  -0.051  0.0999
Si  0.0012  -0.0067  -0.0024
Si  -0.0001  -0.0195  0.0052
Si  0.003  -0.0061  -0.0024
Si  -0.0015  0.0048  -0.0002
Si  -0.0013  -0.0008  0.0092
Si  0.008  0.0015  -0.0002
Si  -0.0069  0.0016  0.0012
Si  0.0014  0.0007  0.0079
Si  0.0163  0.0003  -0.0003
Si  0.0013  -0.0022  0.0036
Si  0.0024  -0.005  0.0064
Si  -0.0079  -0.0109  -0.0083
Si  0.0032  0.0097  -0.0028
Si  0.021  0.0164  0.0229
Si  -0.0025  0.0067  -0.0067
Si  0.0058  -0.0002  -0.0055
Si  0.0006  0.0105  -0.0165
Si  -0.0114  0.0128  -0.0063
Si  -0.0083  0.0013  -0.0047
Si  -0.021  0.0033  -0.0036
Si  0.0061  -0.0013  0.0023
Si  -0.0026  0.0034  0.0155
Si  0.0294  -0.0248  -0.0145
Si  -0.0152  -0.0009  -0.0053
Si  0.0076  0.0076  -0.0037
As  0.0211  0.07  -0.1599
Si  -0.0067  0.0123  0.0252
Si  0.0206  -0.0966  0.2893
As  0.0174  -0.0154  -0.0189
Si  0.0039  -0.0142  0.0189
Si  0.0015  0.0061  0.0143
Si  0.0023  0.008  0.0101
Si  0.0128  0.0043  -0.0085
Si  0.007  -0.0092  -0.0165
Si  0.0055  0.0001  -0.0136
Si  -0.0051  -0.0067  0.0067
O  0.0094  0.0012  -0.0062
O  -0.0079  -0.0127  0.0192
O  0.0004  -0.0035  0.008
O  -0.0096  -0.0167  0.1828
O  -0.0052  0.0158  0.0017
O  0.0109  0.0037  0.0076
O  -0.0035  0.0003  -0.0134
O  0.0028  -0.0392  -0.1076
O  0.0029  0.0077  -0.0071
O  0.0554  -0.0313  -0.0205
O  -0.0022  0.0217  0.0327
O  0.0275  0.0134  -0.0331
O  -0.0006  -0.0104  -0.0015
O  0.0025  0.0009  -0.0012
O  0.0158  0.0065  -0.0123
O  0.0051  0  -0.0034
O  -0.0012  0.0016  0.0001
O  0.0016  0.0103  -0.0038
O  -0.0137  0.0177  -0.0107
O  -0.0002  -0.0008  -0.0006
O  0.0002  0.0017  -0.0088
O  0.02  -0.0064  -0.0036
O  -0.004  0.0075  -0.023
O  -0.0014  0.0045  -0.0017
Si  -0.0291  -0.0404  0.013
Si  0.0026  0.006  0.0045
Si  0.0017  0.0099  0.003
Si  -0.0021  0.0037  -0.0028
Si  0.0296  -0.0027  -0.0039
Si  -0.0058  -0.0062  0.0073
Si  0.0105  -0.0065  0.0043
Si  0.0014  0.0075  -0.003
Si  0.0017  0.0035  0.0074
Si  0.0021  -0.0005  0.0069
Si  -0.0005  0.0014  0.0103
Si  -0.0099  -0.002  0.0061
Si  0.0014  0.0042  0.0127
Si  -0.001  0.001  0.0022
Si  -0.0072  0.0064  0.0044
Si  0.0144  -0.0011  0.0163
Si  -0.0014  0.0048  0.0029
Si  0.0005  0.001  0.0102
Si  -0.0015  0.0026  0.0011
Si  0.0006  0.0022  -0.0138
Si  -0.0023  0.0026  -0.009
Si  0.0004  0.004  0.0008
Si  -0.022  0.0147  -0.0197
Si  -0.003  -0.0089  -0.0049
Si  0.0033  -0.0036  -0.0031
Si  -0.0072  0.0071  -0.0132
Si  0.0117  -0.0105  0.0078
Si  -0.0013  0.0016  0.0017
Si  0.0007  0.0016  0.0083
Si  -0.0588  0.0178  0.0155
Si  -0.0057  -0.0047  0.0112
Si  0.0072  -0.0305  -0.012
Si  0.0234  0.0178  -0.0057
Si  0.0025  -0.0067  -0.0003
Si  0.0049  0.0087  -0.0073
Si  0.0039  0.0013  0.0002
Si  0.0007  0.0058  -0.0029
Si  0.0074  0.0636  0.0587
Si  0.001  0.0019  0.0025
O  0.0104  -0.0109  -0.012
O  -0.0109  -0.0007  -0.0004
O  0.0009  0.004  -0.0049
O  0.0013  -0.0034  0.004
O  0.0052  0.0044  0.0029
O  0.0002  0.0069  0.0132
O  -0.0016  -0.0023  -0.005
O  0.0068  0.0027  -0.0059
O  0.0025  -0.0046  -0.0036
O  0.0065  0.0061  0.0125
O  -0.0027  -0.0004  0.0018
O  0.0301  0.0104  0.0043
O  0.0019  -0.0002  -0.0047
O  -0.0103  0.0024  -0.0035
O  -0.0054  -0.0108  0.0023
O  0  0.0052  -0.0011
O  0.009  -0.0547  -0.1526
O  0.0252  0.0051  -0.0231
O  -0.0016  0.0138  0.0095
O  -0.0045  0.003  -0.0083
O  0.0017  0.0019  0.0032
O  -0.0717  0.0295  0.0278
O  0.0201  -0.014  0.0196
O  -0.04  -0.0116  0.0217
O  0.0045  0.0009  -0.0111
O  0.0019  0.0035  -0.0051
O  0.008  0.0117  -0.0047
O  0.0079  -0.0077  -0.004
O  -0.0229  -0.0087  0.0142
O  0.0003  -0.0011  0.0014
O  -0.0073  0.0019  -0.0067
O  0.0101  -0.0101  0.0109
O  -0.006  -0.0161  0.0029
O  0.0047  -0.0008  -0.0003
O  0.001  -0.0008  -0.0182
O  0.0045  -0.0079  -0.0043
O  0.0031  0.0036  -0.01
O  -0.0199  0.0822  -0.0419
O  0.0063  -0.0005  -0.0046
O  -0.0049  0.0036  0.0033
O  0.0119  -0.0145  -0.0017
O  0.0025  0.0085  -0.0004
O  -0.0029  0.0013  -0.0051
O  -0.0007  0.0024  -0.0051
O  0.0056  0.0035  -0.0035
O  0.0038  -0.001  0.0009
O  -0.0036  0.002  0.0099
O  -0.0023  0.0007  -0.0043
O  -0.0064  -0.0093  -0.0029
O  -0.0049  0.0143  -0.0231
O  -0.0031  -0.0061  0.0034
O  -0.002  -0.0002  -0.0022
O  -0.0298  -0.0222  0.0032
O  0.0192  0.0075  -0.0182
O  0.0019  0.0097  0.0086
O  0.0014  -0.0015  0.0086
O  -0.0084  -0.0033  -0.0004
O  0.0001  0.0095  -0.005
O  -0.0023  -0.0112  0.0005
O  0.0008  -0.0067  -0.0186
O  -0.004  0.0094  -0.0071
O  -0.0026  0.0153  0.0043
O  0.0011  -0.0008  -0.0042
O  -0.0014  0.0033  -0.0001
O  -0.0003  0.0049  0.0025
O  0.011  0.003  0.0035

The program warned: the cutoff lies below the one the program advises for these potential files; the forces do not sum to zero within the program's tolerance; the exchange-correlation potential is rough where the density is thin.
